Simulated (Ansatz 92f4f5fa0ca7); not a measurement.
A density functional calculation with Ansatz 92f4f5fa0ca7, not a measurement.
Periodic cell of 244 atoms, Si164O80, from a study of silicon, its oxide and their interface. The atomic structure is a simulated model.
Doubt: the cutoff is far below the 930 eV that the study's wrapper takes by default for these files, so forces and energies are approximate.
This geometry differs little from another in the collection (a relaxation step or a small displacement).

Settings
functional: PBE
potential files: Ansatz PAW
basis: plane waves
wave-function cutoff: 580 eV
density cutoff ratio: 5
exchange-correlation grid ratio: 1
k mesh: 1 x 1 x 1, Gamma-centred
self-consistency stop: 5e-08 eV per atom in the density residual
occupations: fixed
spin: none
net charge: 0

Cell vectors (angstrom)
a	10.938	0	0
b	0	10.938	0
c	0	0	37.325

Atoms: element, x, y, z (angstrom)
Si	0	0	0.683
Si	5.469	0	0.683
Si	2.7345	2.7345	0.683
Si	8.2035	2.7345	0.683
Si	0	5.469	0.683
Si	5.469	5.469	0.683
Si	2.7345	8.2035	0.683
Si	8.2035	8.2035	0.683
Si	1.3673	1.3673	2.0503
Si	6.8362	1.3673	2.0503
Si	4.1018	4.1018	2.0503
Si	9.5708	4.1018	2.0503
Si	1.3673	6.8362	2.0503
Si	6.8362	6.8362	2.0503
Si	4.1018	9.5708	2.0503
Si	9.5708	9.5708	2.0503
Si	2.7345	0	35.2735
Si	8.2035	0	35.2735
Si	0	2.7345	35.2735
Si	5.469	2.7345	35.2735
Si	2.7345	5.469	35.2735
Si	8.2035	5.469	35.2735
Si	0	8.2035	35.2735
Si	5.469	8.2035	35.2735
Si	4.1018	1.3673	36.6407
Si	9.5708	1.3673	36.6407
Si	1.3673	4.1018	36.6407
Si	6.8362	4.1018	36.6407
Si	4.1018	6.8362	36.6407
Si	9.5708	6.8362	36.6407
Si	1.3673	9.5708	36.6407
Si	6.8362	9.5708	36.6407
Si	-0.2869	0.3483	27.0585
Si	5.7346	-0.4174	27.3127
Si	2.5741	3.0381	27.0898
Si	8.8608	2.1102	26.988
Si	0.3704	5.2962	27.0586
Si	5.1067	6.1658	27.2255
Si	3.4335	7.8548	27.3052
Si	8.0446	8.4109	27.1795
Si	1.4274	1.3754	28.3629
Si	6.979	1.3412	28.3015
Si	4.1872	4.2391	28.3413
Si	9.6927	4.003	28.2779
Si	1.5398	6.8818	28.385
Si	6.8952	6.8839	28.5629
Si	4.2979	9.4429	28.8073
Si	9.6366	9.6367	28.4236
Si	2.7859	0.007	29.7868
Si	8.2379	-0.0038	29.8315
Si	0.0894	2.7294	29.7907
Si	5.5734	2.7731	29.6393
Si	2.816	5.4953	29.8332
Si	8.2987	5.3793	29.6956
Si	0.0956	8.2275	29.7197
Si	5.6412	8.1329	30.125
Si	4.1835	1.4151	31.0801
Si	9.6246	1.3796	31.1574
Si	1.4274	4.1094	31.1676
Si	6.8994	4.0842	31.1163
Si	4.1469	6.7855	31.296
Si	9.647	6.8113	31.0709
Si	1.4103	9.5832	31.1619
Si	6.9567	9.6118	31.3159
Si	0.0325	0.0013	32.5315
Si	5.4953	0.0468	32.545
Si	2.7973	2.7331	32.5102
Si	8.2436	2.7341	32.5196
Si	0.0386	5.4747	32.515
Si	5.5325	5.408	32.5688
Si	2.7586	8.2141	32.5594
Si	8.3128	8.1672	32.5517
Si	1.396	1.3796	33.8891
Si	6.8598	1.3981	33.9095
Si	4.1213	4.091	33.9191
Si	9.5867	4.1185	33.8926
Si	1.3761	6.8496	33.9071
Si	6.8679	6.839	33.9009
Si	4.1194	9.5969	33.9056
Si	9.6114	9.5785	33.9166
Si	2.712	-0.0177	3.3921
Si	8.174	-0.0079	3.4345
Si	-0.0257	2.7259	3.4211
Si	5.4581	2.7283	3.4284
Si	2.7072	5.4546	3.4303
Si	8.1929	5.4614	3.3876
Si	-0.0225	8.1842	3.4211
Si	5.4402	8.1953	3.4249
Si	4.0595	1.3347	4.7603
Si	9.5356	1.3734	4.7967
Si	1.2837	4.1264	4.8045
Si	6.8146	4.1501	4.7639
Si	4.0708	6.8237	4.7956
Si	9.5275	6.8053	4.7774
Si	1.3244	9.5863	4.7598
Si	6.7501	9.5975	4.807
Si	-0.0644	-0.0345	6.1579
Si	5.3673	0.011	6.2326
Si	2.6424	2.6807	6.0634
Si	8.1827	2.809	6.1179
Si	-0.0842	5.4844	6.2423
Si	5.4455	5.4723	6.1812
Si	2.6851	8.2243	6.1081
Si	8.0964	8.1483	6.0799
Si	1.3152	1.3483	7.5049
Si	6.7626	1.5171	7.4561
Si	4.0265	4.0062	7.3892
Si	9.4671	4.108	7.6489
Si	1.2972	6.9491	7.5181
Si	6.7707	6.899	7.5937
Si	3.9641	9.5198	7.6082
Si	9.4433	9.4743	7.4272
Si	2.5511	-0.047	8.9667
Si	8.0708	-0.005	8.6396
Si	-0.051	2.6514	8.9324
Si	5.3415	2.7769	8.916
Si	2.7296	5.4713	8.6481
Si	8.0479	5.5177	9.0401
Si	-0.1493	8.2394	8.9581
Si	5.3684	8.2098	9.0521
Si	4.4094	0.8879	10.0992
Si	9.7822	0.8561	10.017
Si	1.2073	4.3449	10.0375
Si	6.1737	4.6347	10.2031
Si	4.3823	6.3028	10.1258
Si	9.767	6.5583	10.3595
Si	0.6127	10.0915	10.2155
Si	6.2704	10.2128	10.0323
O	10.877	5.3471	10.3448
O	3.6105	-4.4816	11.6075
O	9.006	12.1312	11.4584
O	0.7037	9.656	11.8351
O	6.2681	4.8022	17.3806
O	4.0327	12.0074	11.7008
O	12.96	4.2383	11.4927
O	-4.0534	10.4054	11.5942
O	13.186	-0.9676	25.1492
O	5.6589	6.1899	25.6495
O	6.9017	9.5076	26.6843
O	1.4507	4.141	26.5534
O	10.7445	6.0571	25.7094
O	3.2518	2.3493	25.7495
O	5.8365	13.1395	24.8958
O	8.4445	2.4442	25.4026
Si	6.1524	1.4712	17.3379
Si	3.5011	6.0958	19.1902
Si	8.9052	4.5824	20.0827
Si	-0.3425	6.4425	13.2425
Si	9.1562	11.8682	14.5369
Si	2.8573	8.4252	17.1401
Si	7.2195	13.4074	21.2908
Si	6.6078	3.7344	12.3396
Si	7.264	13.7677	24.3537
Si	1.9481	1.158	20.4812
Si	8.2408	9.6801	21.9252
Si	3.7304	9.4161	25.5457
Si	4.5257	12.1615	21.9865
Si	12.7901	0.2281	17.5745
Si	11.3516	3.3918	21.5004
Si	16.4451	9.361	22.9745
Si	4.2991	2.7078	24.5661
Si	-3.203	4.0997	17.1806
Si	0.6171	-0.8033	25.1166
Si	4.5368	6.8493	21.8536
Si	4.8145	4.0371	17.3579
Si	7.8533	0.1626	19.413
Si	9.9606	7.2854	24.9724
Si	2.4652	5.5667	12.3832
Si	9.8456	7.053	21.8915
Si	0.4379	8.4015	15.4683
Si	-1.8776	4.0183	14.3606
Si	7.5573	11.7886	12.1567
Si	0.7553	10.4572	13.2637
Si	5.6659	5.3109	24.2879
Si	12.5983	6.1093	21.5475
Si	15.0198	3.9094	14.2557
Si	4.1631	-0.2009	15.7252
Si	9.9045	10.5373	17.0878
Si	3.3764	1.0248	13.1742
Si	10.6785	11.6147	22.4409
O	10.3388	9.0379	16.5804
O	9.1543	-0.3428	18.5445
O	-0.6503	4.9574	13.8494
O	2.0311	12.0781	18.8786
O	9.5627	6.7398	23.4798
O	3.7784	2.0581	23.1716
O	4.9164	8.4323	21.7659
O	1.7514	2.7249	20.8651
O	6.5643	0.3682	18.453
O	4.0358	9.1746	16.2481
O	3.5184	2.4368	13.9365
O	4.6066	10.7191	26.1051
O	2.0669	5.9325	19.9669
O	15.5833	8.8879	24.2828
O	9.2282	8.485	21.5394
O	16.5504	2.1539	21.1777
O	4.6687	6.2629	20.332
O	-2.495	4.5704	15.7809
O	10.8945	8.6369	24.907
O	10.2569	3.7017	20.3313
O	1.7804	11.6899	13.058
O	3.7547	15.6837	18.3417
O	7.1514	9.2303	23.0714
O	9.5862	6.8737	11.9976
O	3.5207	7.3627	18.1642
O	8.9067	11.2137	16.0011
O	1.1884	6.5238	12.684
O	2.0924	9.6005	17.9936
O	9.1797	6.0165	20.8163
O	8.6596	4.5673	18.4564
O	5.3022	10.9297	22.6712
O	11.4506	18.1852	21.6589
O	13.9344	6.5727	22.3683
O	6.5801	2.139	11.9161
O	8.0081	4.0611	13.1125
O	7.5612	3.9899	20.8178
O	4.065	-0.1457	14.0937
O	9.1966	10.9382	22.3504
O	11.3268	0.134	23.8142
O	7.4345	-0.9267	20.5422
O	3.0279	5.0569	13.81
O	4.3614	-6.6118	24.3612
O	-0.6863	11.03	13.6951
O	10.4592	7.4545	14.5159
O	5.4665	4.1203	13.4355
O	0.3277	0.4943	17.0767
O	11.6366	0.3055	21.1422
O	9.5976	2.4978	14.6063
O	5.5604	0.5699	16.1077
O	-5.9549	2.4884	17.8644
O	7.0606	4.4516	24.2536
O	7.7413	11.6733	13.7625
O	2.9102	0.6298	16.4028
O	11.9004	4.7647	22.1937
O	1.699	7.6733	16.2354
O	7.6306	2.268	22.8653
O	1.2023	9.4876	14.497
O	7.4465	2.4658	17.0389
O	19.5542	-3.2865	25.8257
O	5.5793	6.1789	22.9157
O	8.1069	12.4948	20.2473
O	10.6512	13.2619	22.5364
O	4.2653	4.0769	15.8418
O	3.3857	0.6242	21.0114

Results
free energy: -149754.372 eV
free energy less fixed offsets of O -568.88, Si -635.61 eV per atom: -3.932 eV

Forces (eV/angstrom), in the order of the atoms: element, x, y, z
Si	-0.0017	0.0543	0.0109
Si	-0.024	0.0202	0.0115
Si	0.0093	0.0291	-0.0229
Si	0.0141	0.0429	-0.0196
Si	0.0283	0.0138	-0.0026
Si	0.0153	0.0576	0.0161
Si	0.0359	0.0725	-0.0089
Si	-0.0266	0.0464	-0.0198
Si	-0.0862	0.1182	-0.0482
Si	-0.0346	0.0275	0.041
Si	-0.1317	-0.059	0.1034
Si	-0.0482	-0.127	-0.1495
Si	-0.0324	-0.023	0.0213
Si	-0.0917	0.1641	-0.0323
Si	-0.0693	-0.1443	-0.1131
Si	-0.1602	-0.0234	0.1193
Si	0.0178	0.0673	0.0204
Si	0.0272	-0.0332	-0.0806
Si	0.1123	0.042	-0.1554
Si	0.084	-0.0371	0.1922
Si	0.0577	-0.002	-0.0632
Si	0.1034	-0.0157	0.041
Si	0.1527	0.0137	0.1721
Si	0.126	0.042	-0.1293
Si	0.0221	-0.0525	0.0085
Si	-0.0172	-0.0559	-0.0198
Si	-0.0013	-0.0165	0.0041
Si	-0.0242	-0.0431	0.0052
Si	-0.0421	-0.0422	-0.0154
Si	-0.0115	-0.0249	0.0038
Si	0.0118	-0.0854	0.0106
Si	0.0146	-0.0212	0.009
Si	0.0019	-0.0081	-0.0012
Si	0.0132	0.019	0.0293
Si	-0.0035	0.0002	-0.0147
Si	-0.0035	0.0055	0.001
Si	0.0063	0.0065	0.001
Si	0.0053	-0.0065	-0.0083
Si	-0.0188	-0.0015	0.0115
Si	-0.0093	-0.0028	-0.0244
Si	-0.0029	0.0056	0.0033
Si	-0.0054	-0.0304	-0.0101
Si	-0.0029	0.0012	0.004
Si	0.0069	0.0002	-0.0087
Si	0.0128	-0.0066	-0.0127
Si	-0.0012	0.0041	0.0027
Si	0.0148	-0.0006	-0.0249
Si	0.0156	0.0033	0.0148
Si	-0.0074	0.0041	0.0036
Si	-0.0047	0.0053	0.0023
Si	0.0035	-0.0008	0.0017
Si	0.0029	0.0027	0.0038
Si	0.0001	0.0027	0.0059
Si	0.0034	0.0002	0.0008
Si	-0.0065	0.0085	-0.0036
Si	-0.0007	-0.0085	0.0108
Si	0.0008	0.0012	-0.0006
Si	0.0027	-0.0029	-0.0021
Si	-0.0021	-0.001	-0.0026
Si	-0.002	0.0024	0.0023
Si	0.0072	-0.0001	-0.0022
Si	0.0011	-0.0008	-0.0008
Si	0.0015	0.0023	-0.0005
Si	0.0015	0.0017	-0.0021
Si	-0.0014	0.0041	0
Si	0.0015	-0.0024	0.0012
Si	-0.0001	0.004	-0.0001
Si	0	-0.0007	0.0001
Si	0.0011	-0.002	0.0003
Si	-0.001	0.0011	0.0007
Si	0.0017	0.0004	0
Si	-0.0012	0.0007	0.0005
Si	-0.0002	-0.003	-0.0001
Si	-0.0011	0.0008	0.0002
Si	0.002	-0.0008	0.0003
Si	-0.0007	-0.0008	0.0009
Si	-0.0003	0.001	0.0002
Si	-0.0007	-0.0012	-0.0003
Si	-0.0028	-0.0015	0
Si	0.0008	-0.0004	0.0003
Si	0.0005	0.0001	0.0004
Si	-0.0001	0.0016	0.0009
Si	-0.0002	-0.0006	0.0001
Si	0.0016	0.0003	0.001
Si	0.0014	0.0008	-0.0001
Si	-0.0002	-0.0015	-0.0007
Si	0.0008	0.0009	0.0001
Si	-0.0015	0.0003	0.0002
Si	-0.0014	-0.0015	-0.0001
Si	0.0001	-0.0007	0.0003
Si	0.0013	-0.0009	0.0007
Si	-0.0016	0.0007	0.0019
Si	-0.001	-0.0011	-0.0003
Si	-0.0009	-0.0016	0.0002
Si	-0.0013	-0.0008	0.0018
Si	0.0003	-0.0008	0.0007
Si	-0.0016	0.0009	0.0024
Si	-0.0009	0.0011	0.0017
Si	0.0006	0.0038	-0.0014
Si	-0.005	-0.0023	-0.0016
Si	-0.001	-0.0019	0.0059
Si	-0.0023	-0.0012	0.0024
Si	-0.0005	0	-0.0021
Si	0.0035	0.0028	-0.002
Si	-0.0004	0	-0.0058
Si	0.0025	0.0027	-0.0041
Si	0.0046	-0.0021	0.0002
Si	-0.0004	-0.0002	0.0009
Si	-0.0039	0.0017	0.0013
Si	-0.0026	-0.0001	0.0032
Si	-0.004	-0.0038	-0.0053
Si	0.0011	-0.0019	-0.0018
Si	0.0014	0.0011	-0.0125
Si	-0.0008	0.0004	-0.0061
Si	0.0034	0.0021	-0.0047
Si	-0.0029	0.0009	0.0034
Si	-0.0013	0.0008	-0.0024
Si	-0.002	-0.0017	-0.0041
Si	-0.0008	-0.0014	0.001
Si	0.0036	-0.0006	-0.0031
Si	0.0064	0.0113	-0.0368
Si	-0.0137	0.0099	-0.0111
Si	-0.0027	0.0011	0.0118
Si	0.0052	0.0057	-0.0046
Si	-0.0075	0.0048	0.0063
Si	0.0038	-0.0035	0.012
Si	0.0176	-0.013	0.0129
Si	0.0045	-0.022	0.0022
O	0.002	0.005	-0.0012
O	0.007	-0.0043	-0.0018
O	0.023	0.0081	0.0007
O	-0.0007	-0.0168	-0.0214
O	-0.0001	-0.0023	0.0048
O	-0.0139	0.0082	-0.0226
O	-0.0013	-0.0022	-0.003
O	-0.001	-0.004	0.0011
O	-0.0022	-0.0079	0.0015
O	-0.0035	0.0052	0.0093
O	-0.0128	0.004	0.0134
O	-0.001	0.0011	0.0114
O	0.0016	-0.0037	-0.0006
O	-0.0041	0	0.0061
O	-0.0014	-0.0016	-0.0068
O	0.0051	-0.0037	0.0043
Si	-0.0013	-0.0028	-0.0085
Si	-0.0015	-0.0017	-0.0074
Si	-0.0008	-0.0014	-0.0001
Si	-0.0004	-0.0017	-0.0095
Si	0.0002	-0.0084	-0.0064
Si	0.0025	0.0024	-0.009
Si	0.0048	0.0032	0.006
Si	0.0067	0.0212	0.0015
Si	-0.001	-0.0015	0.0041
Si	-0.0014	0.0046	0.005
Si	0.0023	0.0022	0.0061
Si	-0.003	0.0052	-0.0016
Si	0.0001	0.0026	0.0069
Si	0.0019	-0.0045	-0.0085
Si	0.0017	0.0016	0.0051
Si	0.0059	-0.0025	0.005
Si	0.0025	0.003	0.0095
Si	-0.0048	-0.0011	-0.0027
Si	-0.0074	0.003	0.0078
Si	-0.0035	-0.0015	0.0052
Si	0.0036	-0.001	-0.0045
Si	0.0024	0.0013	-0.005
Si	0.0028	-0.0085	0.0118
Si	-0.0046	-0.0052	-0.0077
Si	0.0004	0.0006	0.002
Si	0.0015	0.0014	-0.0066
Si	0.0023	0.0016	-0.0089
Si	0.0051	-0.014	0.0138
Si	-0.0173	-0.0161	0.0171
Si	-0.0035	-0.0051	0.0026
Si	0.0015	-0.0033	0.0066
Si	-0.0059	-0.0025	-0.0113
Si	-0.0023	-0.0059	-0.005
Si	-0.0004	-0.0037	-0.0069
Si	0.012	-0.0026	0.047
Si	-0.0031	0.0036	-0.0027
O	0.0013	-0.0067	0.0035
O	-0.0054	0.0019	0.0105
O	-0.0001	0.0028	0.0077
O	-0.0031	0.0018	-0.0034
O	0.0002	0.0027	0.0018
O	0.001	-0.0006	0.0016
O	0.0028	0.0021	0
O	0.0004	0.0018	-0.0009
O	-0.0001	0.0023	0.0026
O	-0.0013	-0.0003	0.0081
O	0.0022	0.0056	0.0099
O	0.0067	-0.0065	-0.0055
O	0.0016	0.0011	-0.0001
O	-0.0035	-0.0036	0.0017
O	0.002	-0.0022	-0.0023
O	-0.0023	-0.0016	0
O	0.001	0.0005	0.0009
O	0.0044	-0.001	-0.0011
O	0.0052	0.0058	-0.0061
O	-0.0007	-0.0017	-0.0007
O	-0.0064	0.0208	0.0036
O	-0.0005	0.0036	0.0051
O	-0.0023	-0.0021	-0.0013
O	-0.0066	-0.0001	-0.0133
O	0.0002	-0.0017	0.0048
O	-0.0042	0.005	-0.0025
O	0.0062	0.0005	0.0062
O	0.0004	-0.0004	0.0036
O	0.0034	0.0061	0.002
O	-0.0008	-0.0011	0.0031
O	-0.0007	0.0083	-0.0063
O	-0.0028	0.0014	-0.002
O	0.0006	0.0024	-0.0042
O	-0.0249	-0.0163	0.0045
O	-0.0063	0.0001	0.0029
O	0.0005	0.0001	-0.0019
O	-0.002	0.0044	0.0001
O	0.0037	0.0015	-0.0023
O	0.0002	0.0029	-0.0089
O	0.0006	-0.0012	0.0037
O	-0.0004	0.0018	0.0046
O	-0.0011	-0.0008	-0.0068
O	-0.0122	0.001	0.0014
O	-0.0086	-0.0073	0.0051
O	-0.0059	0.0025	0.0082
O	-0.0015	0.0045	0.0024
O	-0.0062	-0.0024	0.007
O	0.0003	0.0074	0.0103
O	0.0003	0.0022	0.0075
O	-0.0016	0.0029	0.0027
O	0.0036	0.0024	-0.0062
O	-0.003	-0.0044	0.0046
O	0.006	0.0022	0.0005
O	0.0014	0.0024	-0.004
O	-0.0028	-0.0019	0.0072
O	-0.0036	0.0016	-0.0015
O	0.007	0.0066	0.004
O	0.0008	0.0001	0.0057
O	-0.0044	0.005	0.0072
O	0.0036	-0.0015	-0.0028
O	0.002	-0.001	-0.0005
O	-0.0022	-0.0038	-0.0021
O	0.0002	0.0008	0.008
O	0.0069	-0.0012	-0.0008

The program warned: the cutoff lies below the one the program advises for these potential files; the exchange-correlation potential is rough where the density is thin.
